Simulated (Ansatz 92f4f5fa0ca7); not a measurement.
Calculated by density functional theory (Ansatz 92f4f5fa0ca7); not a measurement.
Periodic cell of 223 atoms, Si131O90As2, from a study of silicon, its oxide and their interface. The atomic structure is a simulated model.
Doubt: the cutoff is far below the 930 eV that the study's wrapper takes by default for these files, so forces and energies are approximate.
This geometry differs little from another in the collection (a relaxation step or a small displacement).

Settings: functional PBE; potential files Ansatz PAW; basis plane waves; wave-function cutoff 580 eV; density cutoff ratio 5; exchange-correlation grid ratio 1; k mesh 1 x 1 x 1, Gamma-centred; self-consistency stop 5e-08 eV per atom in the density residual; occupations fixed; spin none; net charge 0.

Cell vectors (angstrom)
a	10.938	0	0
b	0	10.938	0
c	0	0	32.1988

Atoms and the computed forces on them: element, x, y, z (angstrom), force x, y, z (eV/angstrom)
Si	10.5921	0.2272	24.8754	0.0002	-0.0032	0.0083
Si	5.7431	10.6821	24.7546	0.0017	0.0012	-0.0084
Si	2.481	2.918	24.6492	0.0014	-0.002	-0.0053
Si	8.4299	2.4636	24.8372	0.0012	-0.0004	-0.009
Si	0.2795	5.1714	24.7631	0.0023	0.0011	-0.0065
Si	5.1617	5.7504	24.7014	0.0008	-0.0025	-0.01
Si	2.9415	8.0047	24.6118	-0.0003	-0.0018	-0.0027
Si	7.9444	8.4407	24.7425	0.0054	-0.0002	-0.0035
Si	1.3323	1.386	26.0461	0.0032	0.0019	0.001
Si	6.8498	1.3116	26.129	0.0005	-0.0012	0.0053
Si	4.0488	4.1059	25.9925	-0.0011	-0.0001	0.0021
Si	9.6077	4.0663	26.0885	0.0013	0.0006	0.0039
Si	1.4018	6.8283	26.0078	-0.0004	0.0025	0.0043
Si	6.7733	6.8555	26.0343	0.0016	0.0016	0.0008
Si	4.1029	9.5392	26.0028	-0.0021	-0.0002	0.0031
Si	9.4699	9.5723	26.1555	-0.0012	0	0.0024
Si	2.7296	-0.007	27.3538	0.0006	-0.0023	-0.0117
Si	8.1622	-0.0185	27.5604	-0.0039	-0.0038	0.0207
Si	0.0081	2.723	27.4902	0.0022	0.002	0.0147
Si	5.4427	2.746	27.3699	0.0014	-0.0028	-0.0092
Si	2.73	5.4659	27.4299	0.0012	0.0027	0.0084
Si	8.1876	5.4746	27.3651	0.0007	-0.0043	-0.01
Si	-0.0023	8.1835	27.3793	0.0018	-0.0034	-0.0095
Si	5.4364	8.2019	27.4475	-0.0018	-0.0017	0.012
Si	4.0822	1.369	28.746	0.0038	-0.0021	0.0111
Si	9.5748	1.3602	28.8466	-0.0038	0.0002	-0.021
Si	1.3662	4.1153	28.8139	-0.0004	-0.0087	-0.0155
Si	6.8272	4.1036	28.7476	0.0051	-0.0041	0.013
Si	4.0924	6.8218	28.8028	0.0014	0.0009	-0.0091
Si	9.5592	6.8298	28.7566	0.0048	0.0025	0.0086
Si	1.3697	9.5631	28.7442	-0.0017	0.0005	0.014
Si	6.7811	9.5478	28.8526	0.0145	0.0052	-0.0232
Si	0.0173	-0.0189	30.1558	0.003	-0.0037	0.0001
Si	5.44	0.0201	30.1599	-0.0016	0.0051	0.0042
Si	2.7366	2.7337	30.1467	-0.003	0.0021	0.0001
Si	8.1905	2.7472	30.1512	-0.0021	-0.0012	0.0027
Si	-0.0125	5.4778	30.1515	-0.0001	0.0023	0.0038
Si	5.4739	5.463	30.1474	-0.0031	0.0016	-0.0004
Si	2.7262	8.2061	30.143	0.0005	0.0008	0.001
Si	8.2037	8.1955	30.1539	-0.0007	0.0016	0.0016
Si	1.3673	1.3673	31.515	0.092	-0.0275	0.0139
Si	6.8362	1.3673	31.515	-0.0429	0.0906	-0.0076
Si	4.1018	4.1018	31.515	0.0371	-0.0832	-0.0061
Si	9.5708	4.1018	31.515	-0.0808	0.0785	0.015
Si	1.3673	6.8362	31.515	-0.0415	0.088	-0.0222
Si	6.8362	6.8362	31.515	0.0521	-0.0797	0.0491
Si	4.1018	9.5708	31.515	-0.1888	0.0081	0.0268
Si	9.5708	9.5708	31.515	0.0278	-0.1283	0.0123
Si	2.7345	0	0.6835	0.0366	0.0089	0.0543
Si	8.2035	0	0.6835	0.0065	0.1712	-0.0118
Si	0	2.7345	0.6835	-0.0466	-0.0551	0.1126
Si	5.469	2.7345	0.6835	0.0818	-0.0079	0.0248
Si	2.7345	5.469	0.6835	-0.0649	0.0384	-0.2166
Si	8.2035	5.469	0.6835	0.0857	-0.1254	0.1061
Si	0	8.2035	0.6835	-0.1792	-0.0445	-0.1359
Si	5.469	8.2035	0.6835	0.072	0.0501	-0.0372
Si	4.1157	1.3648	2.0513	0.0131	0.0035	-0.0094
Si	9.5616	1.3723	2.0773	0.0108	-0.0078	-0.0045
Si	1.3623	4.1223	2.0415	-0.0002	-0.0003	-0.0113
Si	6.8621	4.0732	2.0638	-0.0164	-0.0059	0.0032
Si	4.1153	6.815	2.0262	-0.0016	-0.0032	-0.0015
Si	9.5673	6.8389	2.0521	0.0104	0.0054	-0.0062
Si	1.3344	9.5849	2.0252	0.0088	-0.0294	-0.004
Si	6.8249	9.5982	2.0446	0.0112	0.0072	-0.0073
Si	-0.0098	-0.0092	3.4288	0.0167	0.0261	0.0183
Si	5.4795	0.0143	3.4559	-0.0273	-0.0038	-0.0159
Si	2.7676	2.7781	3.3689	-0.0305	-0.0292	0.042
Si	8.1926	2.7035	3.503	0.0004	0.0252	-0.0126
Si	-0.0114	5.4667	3.4315	-0.0154	-0.0085	-0.0117
Si	5.4874	5.4519	3.3937	0.0184	-0.0128	-0.0003
Si	2.6949	8.1714	3.3193	-0.0147	0.0213	-0.0188
Si	8.2	8.24	3.3825	0.0106	0.0008	-0.0103
Si	1.366	1.4505	4.6958	0.0107	-0.0095	-0.0087
Si	6.8772	1.2876	4.9366	0.0022	0.0045	0.0067
Si	4.2042	4.0398	4.7861	0.0243	0.0082	-0.0196
Si	9.5241	4.1682	4.8356	-0.0081	0.0114	0.0295
Si	1.4356	6.8018	4.7522	-0.0004	0.0321	0.0082
Si	6.7735	6.9212	4.7037	-0.0632	0.0181	0.0392
Si	3.983	9.568	4.6571	-0.0199	0.0369	0.006
Si	9.5818	9.5148	4.8079	0.0154	0.0201	-0.0386
Si	2.7637	0.0984	6.0314	-0.0169	-0.006	-0.0075
Si	8.2255	-0.1531	6.2977	-0.0681	-0.1068	0.0996
Si	-0.0118	2.7571	6.1309	0.0139	-0.0003	-0.0069
Si	5.5549	2.7205	6.3015	-0.0275	0.0066	0.0038
Si	2.8284	5.4314	6.0973	-0.0338	-0.0303	0.0186
Si	8.1538	5.6632	6.1359	0.0249	-0.0084	-0.0042
Si	0.1068	8.166	6.1205	-0.0055	-0.0482	0.0331
As	5.3837	8.339	6.1076	0.0275	-0.0665	-0.0113
Si	3.953	1.4805	7.5806	0.0051	-0.0354	-0.0274
Si	9.802	1.1457	7.448	0.0371	0.0356	0.0044
Si	1.7376	3.7744	7.3581	-0.0026	0.0071	-0.0775
Si	6.6595	4.4817	7.5005	-0.0146	0.0175	-0.0251
Si	4.3244	6.6466	7.4643	0.0466	0.0397	0.0002
Si	9.6269	6.9142	7.5194	0.0881	-0.0226	-0.1643
Si	1.1504	9.9449	7.2919	0.04	0.0048	-0.0425
As	7.5177	8.8428	7.917	-0.0975	0.0757	-0.1487
O	9.1279	8.1515	8.5047	0.0203	0.0931	0.0801
O	2.7796	2.6013	7.8189	0.0019	0.0054	0.0569
O	9.527	1.3517	24.2768	-0.0022	0.0048	0.002
O	4.0583	6.8643	24.1367	-0.0002	0.0015	0.0044
O	0.0382	0.0683	7.9161	-0.0189	-0.0078	0.0278
O	5.5034	5.6	7.964	0.0252	-0.0313	0.0219
O	6.8522	9.5717	24.2079	-0.0019	0.0013	0.0034
O	1.3701	4.0606	24.1756	-0.0002	0.0013	0.0034
O	3.7913	7.4246	8.8365	-0.0065	-0.013	-0.0075
O	1.4124	4.4144	8.8269	0.0496	-0.0965	-0.0222
O	10.0981	5.7019	8.5416	-0.0535	-0.078	0.0369
O	2.0698	9.4511	8.555	-0.0075	0	0.003
O	7.4551	3.9743	8.8586	-0.0073	0.0134	-0.0002
O	4.3229	0.8784	9.0891	0.0002	0.0057	0.0006
O	7.0101	9.6252	9.4331	0.0158	0.0451	0.0141
O	9.189	1.9064	8.7794	-0.0019	0.0016	0.0024
O	7.7077	3.1431	23.5327	0.0015	-0.0001	0.0034
O	10.5098	5.8544	23.4541	0.0014	-0.0017	0.0041
O	5.1003	0.4453	23.4198	0.0025	-0.0024	0.0051
O	5.8727	5.0968	23.3705	-0.0004	0.0017	0.0072
O	3.1037	2.2058	23.2858	0	0.0012	0.005
O	2.3055	8.7125	23.2441	0.0006	-0.001	0.0028
O	8.6295	7.7626	23.4052	-0.0019	0.0007	0.0027
O	0.2416	10.3347	23.6055	-0.0012	0.0022	-0.0022
Si	4.3955	1.5751	22.4867	-0.0001	-0.001	-0.0082
Si	3.555	7.9237	14.1037	-0.0036	0.0037	0.003
Si	7.1782	0.9588	14.706	0.0125	-0.0013	0.0021
Si	0.9601	9.3563	22.5421	0.0039	-0.0012	-0.009
Si	1.2364	4.2977	11.962	0.0069	0.0066	0.0073
Si	6.3361	8.9678	15.3673	0.0017	-0.0007	-0.0012
Si	0.7174	1.3537	12.3897	0.0017	-0.0008	0.0045
Si	8.6494	4.9444	20.5452	0.0012	0.0009	-0.0047
Si	0.5252	5.6193	9.4172	0.0247	0.039	0.0535
Si	5.1522	3.1145	17.9728	0.0016	0.0004	-0.0038
Si	0.9353	3.7357	16.8059	0.0011	-0.0013	-0.0057
Si	10.4435	2.8528	19.2777	0.0011	-0.0005	-0.0036
Si	5.3137	1.1682	10.3835	-0.0102	0.016	0.0065
Si	0.9278	0.1824	19.8859	-0.0001	-0.0026	-0.0072
Si	6.7363	9.4752	11.0326	-0.0106	-0.0004	0.0659
Si	9.377	9.6699	18.3986	0.0002	0.0005	-0.0035
Si	9.4876	9.2275	12.6882	0.0067	0.0049	0.0072
Si	6.5761	3.8456	22.6026	0.0015	-0.0007	-0.0078
Si	2.4232	8.1331	9.4117	0.0036	-0.0051	-0.0045
Si	10.6447	7.3574	17.1685	0.0006	0.0002	-0.0026
Si	2.5563	6.2967	16.651	-0.0015	0.0014	0.0004
Si	10.2292	4.4751	14.2474	-0.0004	-0.0001	-0.0045
Si	6.1848	9.1812	18.565	0.0013	-0.0005	-0.0029
Si	7.9656	2.6086	9.5977	0.0067	-0.0107	0.0154
Si	8.9202	2.1535	12.4711	0.0039	0.0009	0.0061
Si	5.396	6.2376	18.1123	0.0026	0.0001	-0.0025
Si	3.9558	0.5515	19.4917	0.0017	-0.001	-0.0042
Si	4.3259	3.835	12.0876	-0.0012	0.0034	0.0061
Si	5.6081	6.5893	12.2182	-0.0111	-0.0108	0.0033
Si	8.0651	2.5008	17.252	-0.0007	-0.0005	-0.0048
Si	4.4149	2.4693	15.0065	-0.0073	0.0047	0.0055
Si	1.595	1.1997	15.3431	0.0012	0.0009	-0.0046
Si	1.6502	9.4194	12.1036	0.0076	0.0012	0.0012
Si	8.1274	6.8363	13.9324	0.0049	-0.001	0.0053
Si	10.4627	9.8292	15.5889	0.001	-0.0008	0.0026
Si	9.8189	7.0245	22.565	-0.0007	-0.0015	-0.0052
Si	8.1555	5.4758	17.4435	0.0026	0.0006	-0.0037
O	6.0978	7.9697	11.3969	0.0088	0.0141	-0.0239
O	6.0927	9.2085	16.9461	0.0017	0.0003	0.0022
O	7.7171	1.394	13.2355	0.0034	0.0026	-0.0056
O	0.8852	1.706	13.9729	-0.0008	-0.0006	0.0004
O	9.4968	6.2349	16.9525	-0.0012	-0.0007	0.002
O	6.8488	6.1834	13.1842	0.0018	-0.0014	-0.0009
O	5.1929	4.6491	18.6459	0.0014	0.0004	0.0018
O	9.2768	2.1653	18.3154	0.0015	0.0008	0.0013
O	2.399	0.0968	19.1002	0.0009	0.0008	0.0019
O	9.461	10.2233	16.8411	0.0009	-0.0006	0.0009
O	2.8408	4.4602	11.7843	0.0015	0.0033	-0.0026
O	5.0983	10.3129	19.1416	0.0007	0.0011	0.0021
O	9.4805	3.2602	13.4953	-0.0015	-0.0022	-0.0014
O	0.5007	1.7706	20.0026	0.0015	0.0023	0.0033
O	3.1991	1.3616	15.0913	-0.0036	-0.0039	0.0043
O	8.1907	5.3519	19.0542	0	-0.0002	0.0021
O	3.9434	6.5903	17.4556	0.0008	-0.0004	0.001
O	4.6173	3.2848	16.4211	0.0008	0.0004	0.0022
O	9.1142	5.6444	14.4088	-0.003	0.0041	0.0002
O	5.449	2.7689	22.1494	0.0015	0.0003	0.003
O	10.7147	4.0836	15.7366	0.0001	-0.0017	0.005
O	0.3855	3.8771	18.3373	0.0013	0.0003	0.0038
O	10.4596	10.5175	19.2826	0.0024	0.001	0.0022
O	9.7502	10.0271	14.1249	0.0006	-0.0011	-0.0052
O	10.9143	8.1341	22.0981	0.0004	-0.0016	0.0035
O	1.2805	2.1564	16.6185	0.0019	-0.0004	0.0032
O	9.7651	3.7491	20.4667	0.0008	0.0001	0.0022
O	8.1693	4.0286	16.7087	0.0021	0.0022	0.002
O	0.0391	9.1003	11.9837	-0.0061	-0.0014	-0.0001
O	6.6326	2.4012	18.0314	0.0012	-0.0003	0.0023
O	5.6338	10.7267	11.2688	0.0097	-0.0131	-0.0095
O	7.789	9.5925	18.9149	0.0008	0.0003	0.0016
O	10.073	1.0301	12.0991	-0.0012	-0.0004	0
O	1.2215	7.0666	9.2356	0.0198	0.0483	-0.0021
O	0.6827	4.7768	13.4263	0.0072	0.0005	0.0006
O	5.7606	7.6166	19.0275	0.0014	-0.0002	0.0015
O	5.2954	5.0842	11.5727	0.0046	0.0008	0.0001
O	2.7592	7.0071	15.1986	0.0031	0.0006	-0.0032
O	1.0007	2.7258	11.5759	-0.0012	-0.0051	-0.0033
O	0.9469	10.6666	15.6735	0.0026	0.0002	0.0026
O	2.5109	8.6448	10.9485	-0.0009	0.0044	0.0165
O	4.7113	2.4296	11.2859	0.0049	-0.0063	-0.0034
O	4.3254	3.4882	13.7135	0.0001	0.0087	-0.009
O	2.2342	4.6925	16.5334	0.0028	0.0002	0.0015
O	10.7704	8.2395	15.7924	0.002	-0.0004	0.0005
O	7.0034	10.2888	14.711	0.0023	-0.0028	0.0021
O	2.4198	8.9424	13.4777	-0.0014	0.0013	0.0019
O	8.1042	1.5196	15.9423	0.0009	0.0003	0.0024
O	4.1963	6.9605	12.9546	0.006	-0.0014	-0.0018
O	4.2242	2.0028	18.7509	0.0016	-0.0003	0.0017
O	7.3087	4.4127	21.2826	-0.0006	-0.001	0.0041
O	8.4474	2.929	11.1191	-0.0011	0.0049	0.0051
O	1.2364	6.863	17.4573	0.0029	-0.0006	0.0012
O	5.7044	1.5496	14.835	0.0028	-0.0017	-0.0003
O	8.1767	9.7665	11.8202	-0.0046	-0.0034	-0.004
O	9.2149	6.293	21.2524	0.0011	0.0005	0.0019
O	9.0851	7.6828	12.9507	-0.0008	0.0026	-0.0031
O	1.7138	0.1262	11.9726	0.0019	0.002	0.0003
O	6.6953	6.1527	17.0977	0.001	0	0.0028
O	7.4594	7.7997	15.0857	0.0041	-0.0017	0.0019
O	1.2648	10.3018	21.2598	0.0022	-0.0001	0.002
O	10.0641	8.1881	18.4387	0.0016	0.0004	0.0021
O	3.9657	0.8465	21.1028	0.0013	0.0012	0.0038
O	0.3536	5.2646	10.9813	-0.0225	0.0112	0.0361
O	6.7151	1.5895	9.6727	-0.0011	-0.0032	-0.0048
O	4.844	8.7092	14.7409	-0.0005	0.0015	0.0009

Results
free energy: -144174.203 eV
free energy less fixed offsets of As -4856.12, O -568.88, Si -635.61 eV per atom: 2.147 eV

The program warned: the cutoff lies below the one the program advises for these potential files; the exchange-correlation potential is rough where the density is thin.
